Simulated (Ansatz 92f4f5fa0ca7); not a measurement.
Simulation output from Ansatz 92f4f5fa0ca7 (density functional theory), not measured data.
Periodic cell of 414 atoms, Si266O148, from a study of silicon, its oxide and their interface. The atomic structure is a simulated model.
Doubt: the cutoff is far below the 930 eV that the study's wrapper takes by default for these files, so forces and energies are approximate.
This geometry differs little from another in the collection (a relaxation step or a small displacement).

Settings: functional PBE; potential files Ansatz PAW; basis plane waves; wave-function cutoff 580 eV; density cutoff ratio 5; exchange-correlation grid ratio 1; k mesh 1 x 1 x 1, Gamma-centred; self-consistency stop 5e-08 eV per atom in the density residual; occupations fixed; spin none; net charge 0.

Cell vectors (angstrom)
a 15.4687 0 0
b 0 12.8259 0
c 0 0 36.5332

Atoms and the computed forces on them: element, x, y, z (angstrom), force x, y, z (eV/angstrom)
Si 0.003 1.157 33.815 0.003 0.01 -0.001
Si 3.856 1.161 33.825 -0.002 0.003 0.001
Si 7.654 1.141 33.915 -0.013 0.004 -0.001
Si 11.636 1.179 33.825 0 -0.004 0.01
Si 1.961 7.594 33.806 0.005 0.001 -0.001
Si 5.735 7.586 33.872 -0.003 -0.006 -0.009
Si 9.722 7.581 33.887 0.002 -0.007 -0.007
Si 13.562 7.563 33.855 -0.016 0.005 -0.003
Si 1.934 5.247 34.266 0.018 0.126 0.316
Si 5.801 5.247 34.266 0.007 -0.039 0.106
Si 9.668 5.247 34.266 -0.04 0.077 0.149
Si 13.535 5.247 34.266 0.239 -0.153 -0.286
Si 0 11.66 34.266 0.162 0.043 -0.505
Si 3.867 11.66 34.266 -0.116 -0.13 -0.228
Si 7.734 11.66 34.266 -0.082 0.04 0.291
Si 11.602 11.66 34.266 0.284 -0.119 0.273
Si 0 4.664 35.503 -0.017 -0.039 -0.005
Si 3.867 4.664 35.503 -0.021 0.147 0.056
Si 7.734 4.664 35.503 -0.037 0.05 0.042
Si 11.602 4.664 35.503 -0.033 -0.031 -0.107
Si 1.934 11.077 35.503 0.028 -0.049 -0.056
Si 5.801 11.077 35.503 -0.004 -0.099 -0.078
Si 9.668 11.077 35.503 0.01 0.018 -0.024
Si 13.535 11.077 35.503 -0.073 0.034 0.026
Si 0 2.332 35.915 -0.04 0.015 -0.216
Si 3.867 2.332 35.915 -0.034 -0.04 -0.179
Si 7.734 2.332 35.915 -0.227 0.122 0.307
Si 11.602 2.332 35.915 0.232 -0.141 -0.098
Si 1.934 8.745 35.915 0.229 -0.066 -0.181
Si 5.801 8.745 35.915 -0.34 0.027 0.2
Si 9.668 8.745 35.915 0.254 0.051 0.241
Si 13.535 8.745 35.915 -0.069 -0.012 -0.038
Si 1.934 1.749 0.619 0.073 -0.087 -0.054
Si 5.801 1.749 0.619 0.019 0.031 0.042
Si 9.668 1.749 0.619 -0.009 -0.036 -0.075
Si 13.535 1.749 0.619 -0.067 0.043 0.01
Si 0 8.162 0.619 -0.054 -0.064 -0.093
Si 3.867 8.162 0.619 -0.022 0.04 0.082
Si 7.734 8.162 0.619 0.024 -0.04 -0.086
Si 11.602 8.162 0.619 -0.035 0.059 0.023
Si 0 5.83 1.031 0.001 0.038 0.074
Si 3.867 5.83 1.031 0.042 -0.156 -0.136
Si 7.734 5.83 1.031 0.036 0.027 0.049
Si 11.602 5.83 1.031 0.03 0.019 0.034
Si 1.934 12.243 1.031 -0.035 0.089 0.111
Si 5.801 12.243 1.031 0.013 -0.006 -0.002
Si 9.668 12.243 1.031 -0.003 -0.029 -0.009
Si 13.535 12.243 1.031 0.064 0.01 0.049
Si 1.934 5.247 2.268 0.21 -0.06 -0.371
Si 5.801 5.247 2.268 -0.307 0.003 -0.167
Si 9.668 5.247 2.268 0.021 -0.005 -0.116
Si 13.535 5.247 2.268 -0.139 0.04 0.216
Si 0 11.66 2.268 0.051 0.155 0.496
Si 3.867 11.66 2.268 0.094 0.07 0.471
Si 7.734 11.66 2.268 -0.114 -0.109 -0.342
Si 11.602 11.66 2.268 -0.013 -0.036 -0.104
Si 1.934 2.915 2.68 -0.097 0.058 0.146
Si 5.801 2.915 2.68 -0.028 0.109 0.11
Si 9.668 2.915 2.68 -0.022 0.066 0.007
Si 13.535 2.915 2.68 0.097 0.004 -0.029
Si 0 9.328 2.68 0.075 -0.057 0.018
Si 3.867 9.328 2.68 0.018 0.017 -0.013
Si 7.734 9.328 2.68 0.001 -0.097 -0.096
Si 11.602 9.328 2.68 0.054 -0.025 0.007
Si 0.14 4.709 30.942 0.003 0 -0.001
Si 3.884 1.18 29.234 -0.011 0.005 0.016
Si 11.972 4.606 26.179 0 -0.045 0.033
Si 6.341 -2.101 24.77 0.003 0.024 0.011
Si -4.028 1.042 22.799 0.032 -0.013 0.005
Si 5.407 4.049 27.675 -0.007 0.032 -0.038
Si 8.584 1.116 26.162 0.045 0.086 -0.171
Si 9.383 6.561 26.043 0.064 -0.009 -0.07
Si 4.419 5.801 25.214 0.007 0.005 -0.001
Si 1.875 3.218 23.543 -0.028 0.006 0.016
Si 11.574 4.251 30.913 0.008 0.02 -0.004
Si 7.444 3.25 18.708 -0.008 0.002 -0.017
Si 4.01 11.404 20.076 -0.002 0.012 -0.01
Si 4.312 10.774 27.349 0.011 -0.012 0.032
Si 2.197 9.7 28.56 0.011 0.001 -0.027
Si 13.14 9.845 29.035 -0.01 0.003 0.017
Si 3.365 0.161 27.125 -0.016 -0.038 -0.016
Si 8.351 -1.299 25.988 -0.044 0.055 0.03
Si 8.084 -1.707 28.296 0.019 -0.027 -0.032
Si 6.05 -2.797 28.881 -0.025 0.01 -0.009
Si 1.926 13.386 30.419 0.013 0.006 0.003
Si 13.518 7.512 29.456 0.003 -0.006 0.011
Si 15.502 14.049 21.891 -0.034 -0.004 -0.023
Si 14.02 6.403 27.444 -0.024 -0.023 -0.018
Si 0.173 1.465 29.005 -0.032 -0.004 0.001
Si 5.806 0.537 30.507 0.096 0.003 -0.02
Si 9.854 -1.785 31.196 0.048 0.014 0.042
Si 9.761 0.538 30.868 -0.03 -0.064 0.009
Si 1.916 7.363 29.127 0.015 0.019 -0.002
Si 4.001 6.942 30.304 -0.019 -0.002 0.016
Si 7.755 7.132 30.904 0.029 0.022 -0.006
Si 10.392 9.407 24.824 -0.015 0.03 0.015
Si 1.99 5.794 25.402 0.014 -0.003 0.001
Si 3.519 3.494 29.069 -0.015 0 0.009
Si 8.97 2.195 28.292 -0.072 0.039 0.032
Si 13.451 0.897 30.211 0.019 -0.01 0.001
Si 0.065 7.059 30.621 -0.006 0.002 0.004
Si 6.177 7.634 29.227 0.024 0.009 -0.023
Si 9.999 9.914 29.155 -0.083 0.005 0.033
Si 11.577 6.665 30.496 0.017 -0.019 0.005
Si 1.053 3.77 28.899 0.003 0.01 -0.008
Si 3.924 4.678 31.039 -0.001 -0.001 -0.008
Si 7.732 4.757 31.026 0.009 -0.014 0.019
Si 7.641 4.274 28.701 0.047 -0.07 -0.02
Si 1.975 10.983 30.717 0.011 -0.006 0.012
Si 5.778 11.056 31 -0.005 -0.021 0.009
Si 7.907 13.259 29.438 -0.083 0.033 0.139
Si 13.496 11.274 30.878 0.005 0.006 0.026
Si 1.982 4.094 32.252 0 -0.002 0
Si 5.84 4.062 32.227 -0.002 -0.001 -0.004
Si 9.643 4.044 32.246 -0.004 0.005 -0.015
Si 13.603 4.067 32.152 -0.007 -0.001 -0.006
Si 0.014 10.579 32.079 -0.013 0.004 0.001
Si 3.823 10.481 32.166 -0.007 0.015 -0.005
Si 7.757 10.534 32.221 -0.001 0.014 -0.007
Si 11.77 10.404 32.286 -0.028 -0.004 -0.004
Si 1.937 1.714 32.544 -0.008 -0.003 0.005
Si 5.794 1.726 32.577 -0.001 -0.007 -0.002
Si 9.59 1.765 32.811 0.014 -0.001 -0.017
Si 13.564 1.748 32.498 -0.001 -0.014 0.004
Si 0.007 8.245 32.629 0.004 0.003 0.002
Si 3.881 8.134 32.461 -0.002 -0.006 0.008
Si 7.727 8.271 32.867 0.001 0.002 -0.006
Si 11.648 7.993 32.549 0.014 0.035 0.003
Si 0 2.332 3.917 -0.184 -0.185 -0.684
Si 3.867 2.332 3.917 0.187 0.056 0.685
Si 7.734 2.332 3.917 0.104 -0.063 -0.127
Si 11.602 2.332 3.917 -0.056 0.089 0.22
Si 1.934 8.745 3.917 -0.076 -0.093 0.206
Si 5.801 8.745 3.917 -0.105 -0.089 -0.436
Si 9.668 8.745 3.917 -0.09 0.103 -0.227
Si 13.535 8.745 3.917 -0.2 0.108 0.167
Si 1.974 6.358 4.31 -0.005 0.006 0.006
Si 5.691 6.397 4.315 -0.011 0.018 0.011
Si 9.631 6.427 4.311 0.009 -0.01 -0.008
Si 13.484 6.426 4.362 0.006 0.003 -0.014
Si -0.019 12.851 4.401 0.024 -0.012 0.007
Si 3.912 12.854 4.404 -0.008 -0.015 -0.002
Si 7.738 12.834 4.273 -0.004 -0.005 0.003
Si 11.6 12.828 4.317 0 0.002 -0.008
Si 0.014 5.831 5.482 0 0.02 -0.004
Si 3.847 5.753 5.706 -0.001 -0.016 -0.026
Si 7.642 5.787 5.408 0.007 0.006 -0.003
Si 11.509 5.845 5.613 -0.01 0.004 0.009
Si 1.95 12.398 5.683 -0.006 0.001 -0.022
Si 5.915 12.327 5.667 0.005 0.011 -0.012
Si 9.645 12.252 5.496 -0.018 0.022 0.004
Si 13.467 12.248 5.625 -0.008 -0.008 0.013
Si -0.183 3.497 5.871 -0.005 0.029 -0.03
Si 4.074 3.329 6.183 0 0.008 -0.004
Si 7.79 3.526 5.945 0.016 -0.02 0.007
Si 11.509 3.53 6.005 0.011 0.01 -0.008
Si 1.837 10.084 5.916 -0.004 0.003 -0.009
Si 5.805 9.988 5.873 -0.014 -0.011 -0.006
Si 9.598 9.914 5.954 -0.007 -0.011 0.013
Si 13.431 9.891 6.018 0.006 -0.002 -0.01
Si 3.04 2.401 8.131 -0.036 0.02 -0.002
Si 6.083 2.826 7.384 0 0.014 -0.038
Si 9.174 6.455 8.894 0.022 0.005 -0.035
Si 15.394 0.689 8.764 0.047 -0.011 -0.017
Si -0.071 9.39 7.207 -0.009 0.003 -0.043
Si 3.831 9.557 6.991 0.016 0.025 -0.016
Si 12.001 3.857 21.38 0.035 -0.011 -0.061
Si 18.66 7.296 7.404 0.014 0.002 0.036
Si -0.899 7.464 10.407 -0.019 0.009 0.065
Si 0.325 5.954 9.165 -0.02 -0.04 -0.028
Si 7.637 9.243 7.097 0.019 0.037 -0.024
Si 9.622 2.992 7.256 0.008 -0.019 -0.004
Si 3.96 11.187 8.751 0.032 -0.039 0.014
Si 6.778 13.324 7.739 0.008 -0.008 0.011
Si 9.253 13.491 7.463 0.011 0.003 0.002
Si 14.613 15.013 10.56 0.039 0.001 -0.012
Si 6.065 6.487 9.291 -0.045 0.052 -0.044
Si 7.746 7.735 10.358 0.022 0.014 0.013
Si 12.583 6.353 10.412 -0.002 0.019 -0.003
Si 14.778 3.885 8.977 -0.024 0.09 0.037
Si 0.381 17.984 18.857 -0.012 -0.027 -0.014
Si 2.305 18.528 10.464 0.059 -0.008 -0.042
Si 11.119 12.789 8.794 0.001 -0.013 -0.021
Si 13.422 15.802 7.21 -0.005 -0.013 0.02
Si 1.586 2.163 12.616 0.026 -0.045 -0.011
Si 0.799 10.133 11.797 0.02 0.028 -0.029
Si 7.858 7.496 12.692 -0.009 -0.022 0.048
Si 11.47 9.24 7.232 -0.002 -0.008 0.022
Si 2.307 12.905 8.046 -0.094 0.019 0.018
Si 6.154 11.86 9.587 -0.006 -0.005 -0.036
Si 2.996 9.576 10.11 0.028 0.084 0.051
Si 11.172 6.942 7.708 -0.009 0.019 -0.022
Si 3.397 3.507 10.282 -0.054 0.031 0.013
Si 7.43 6.919 7.399 0.007 -0.036 0.045
Si 6.287 4.089 9.433 -0.039 -0.024 0.03
Si 11.969 3.481 11.271 0.002 0.015 0.015
Si 9.448 14.39 14.181 -0.007 0 0.008
Si 9.979 12.864 11.659 -0.036 -0.012 0.012
Si 10.969 10.482 9.161 0 -0.01 -0.035
Si 16.246 7.162 7.249 -0.023 -0.028 -0.044
Si 3.873 7.282 9.683 -0.009 -0.1 -0.007
Si 9.339 4.079 9.392 0.001 0.013 -0.019
Si 5.003 0.945 16.004 -0.043 0.007 0
Si 13.254 0.617 7.673 0.009 0.004 0.007
Si 3.982 10.029 14.832 -0.014 0.017 -0.01
Si 7.769 9.947 9.336 -0.017 0.015 -0.011
Si 13.747 13.765 15.369 0.038 -0.024 0.033
Si 16.271 2.651 7.735 0.043 -0.111 0.042
O 13.979 21.2 20.063 -0.018 0.035 0.02
O -12.474 21.121 17.37 -0.011 -0.006 -0.001
O -2.532 4.919 22.153 -0.024 -0.008 0.002
O 30.441 19.306 18.352 -0.001 0.01 0.008
O 14.037 -14.956 21.628 -0.011 -0.036 -0.018
O -6.746 -0.337 17.28 -0.01 -0.009 -0.009
O -29.442 0.503 21.636 0.009 -0.011 0.012
O 7.791 14.736 21.699 -0.005 0.002 -0.007
O -0.713 14.633 20.52 0.015 -0.002 0.033
O 16.451 8.703 12.579 0.012 -0.008 0.014
O 16.463 18.489 20.31 0.011 0.016 0.012
O 32.377 -0.818 15.215 0.011 0.004 -0.005
O -8.405 17.426 17.895 0.009 0.005 -0.002
O -0.411 6.75 13.537 -0.002 0.009 -0.036
O 10.622 27.345 17.929 -0.04 -0.014 -0.004
O -4.891 4.569 21.141 0.032 0.001 -0.009
O 14.81 5.909 23.598 -0.001 0.003 -0.01
O 5.314 19.923 24.739 0 -0.002 -0.005
O 11.948 12.563 18.836 -0.003 -0.037 -0.019
O 3.417 25.61 23.575 0.006 -0.005 0.006
O 1.49 17.293 24.533 0 -0.024 -0.014
O 27.531 4.442 15.323 -0.002 -0.014 -0.009
O 5.443 3.2 22.075 -0.019 0.029 0.004
O 4.773 -20.022 21.511 -0.001 -0.013 0.005
O 7.379 -7.431 15.415 -0.006 0.007 0.018
O 10.563 24.32 12.326 0.016 0.013 -0.028
O 11.287 6.852 11.292 -0.009 0.012 0.005
O 8.702 16.395 19.684 0 0.001 0.005
O -15.372 -10.663 11.919 -0.033 -0.001 -0.012
O -9.235 2.619 19.627 0.007 0.003 0.01
O 23.463 2.081 17.708 0.006 -0.006 0.008
O 14.242 10.272 27.87 0.006 0.006 -0.023
O 10.035 9.595 23.238 0.006 -0.004 0
O -12.628 29.453 22.323 0.02 0.008 -0.007
O 28.127 16.362 19.94 0.01 0.011 0.063
O 12.253 -2.573 19.775 0.066 -0.074 0.064
O 24.514 0.565 19.725 -0.009 0.003 0.005
O 6.253 16.753 13.27 0.006 -0.002 0.012
O 27.506 9.298 25.024 0.002 -0.008 -0.008
O 12.614 13.576 16.515 -0.009 -0.012 -0.023
Si 23.107 18.68 16.967 -0.026 -0.006 -0.009
Si 2.314 -0.62 22.52 -0.025 0.009 -0.016
Si 0.171 7.324 23.59 0.011 0.004 0.005
Si 9.608 7.581 29.555 -0.037 0.02 0.02
Si 8.151 6.53 28.026 -0.036 -0.009 0.005
Si 6.247 18.11 14.215 0.011 -0.032 0.03
Si 2.642 -0.273 14.249 -0.026 0.005 -0.001
Si 2.54 7.724 15.894 0.018 -0.008 -0.012
Si 15.805 -2.199 27.44 0.01 0.025 0.015
Si 19.243 0.982 24.816 -0.011 0.028 -0.014
Si 6.556 2.179 25.461 0.103 -0.048 0.06
Si 12.262 18.876 15.343 0.013 0.01 0.008
Si 13.143 22.348 20.876 -0.031 0.048 -0.062
Si 16.13 12.444 16.591 -0.005 -0.008 -0.003
Si 23.935 6.381 22.042 -0.003 0.004 -0.002
Si -1.031 -2.348 16.787 0.012 0.012 -0.027
Si 15.325 6.221 15.039 0.019 -0.019 0.007
Si 6.197 24.856 21.864 -0.001 -0.001 0.011
Si 24.612 0.992 18.16 0.026 0.016 -0.007
Si 22.076 2.406 13.761 -0.034 0.037 0.013
Si 9.549 17.743 19.945 0.006 -0.003 -0.017
Si 23.315 -0.551 15.913 -0.012 -0.002 0.005
Si 15.04 20.894 18.846 -0.003 0.006 -0.022
Si 10.856 7.323 12.804 0.011 -0.017 -0.005
Si 10.396 15.102 25.243 -0.086 -0.079 0.018
Si 9.933 6.466 17.474 -0.014 0.007 0.002
Si 10.409 8.672 21.94 -0.002 0.003 0.001
Si 19.858 17.181 22.453 0.01 -0.007 0.016
Si -2.326 8.11 24.802 -0.005 0.013 0.001
Si -8.564 10.189 13.987 -0.022 0.008 0
Si 14.183 11.075 13.797 0.018 -0.003 -0.006
Si 13.222 5.556 23.601 -0.014 -0.029 -0.009
Si 13.99 -0.702 22.501 0.021 0.017 -0.001
Si 8.419 4.311 24.119 0.017 -0.032 0.031
Si 6.238 2.122 21.204 0 -0.003 0.006
Si 15.471 9.491 9.609 -0.035 0.011 0.066
Si 6.03 7.918 23.515 0.004 -0.003 0.027
Si -3.521 3.118 14.406 0.025 0.01 0.007
Si 15.909 7.196 12.234 -0.024 -0.009 0.015
Si 18.831 0.827 17.942 -0.014 0.004 -0.026
Si 8.688 0.591 21.305 0.02 -0.004 0.01
Si 17.094 16.471 14.52 0.041 0.03 -0.003
Si 12.19 13.976 18.041 0.027 0.034 0.039
Si 6.821 -0.185 11.826 0.016 -0.001 0.081
Si 20.115 7.205 21.068 0.012 0.006 -0.008
Si 18.081 16.426 17.261 0.02 -0.027 -0.01
Si 4.125 -7.712 15.225 -0.056 -0.016 -0.007
Si 11.224 2.048 29.701 -0.011 -0.016 -0.027
Si 16.971 20.021 20.704 0.005 -0.004 -0.003
Si 13.887 15.462 19.361 -0.068 -0.031 0.005
Si -6.159 9.231 18.975 0.001 0.006 -0.016
Si 6.278 8.323 18.484 0.004 -0.008 -0.012
Si 27.245 10.982 18.448 0.014 0.022 0.001
Si 19.666 22.214 17.731 0.009 0.008 -0.005
Si 16.428 0.076 27.225 0.009 -0.016 -0.002
Si 15.735 24.415 24.726 -0.009 0.006 -0.03
Si 31.859 18.583 27.545 0.005 -0.001 -0.011
Si 11.579 10.241 12.12 0.032 0.003 0.004
O 10.369 5.357 18.609 0.001 -0.008 0.014
O 8.207 2.59 14.052 0.017 -0.006 0.005
O 28.458 15.031 11.005 0.024 0.014 -0.003
O 9.856 -4.917 18.217 -0.004 0.007 0.011
O 5.541 13.503 21.518 0.005 0.003 -0.005
O -3.183 6.346 8.798 0.01 -0.004 0.028
O 34.924 17.117 16.668 0.017 0.015 -0.002
O 23.27 8.976 13.397 0.007 -0.022 -0.012
O -16.518 -2.654 15.154 -0.008 0.004 -0.008
O 15.517 -1.667 12.833 -0.034 -0.031 0.005
O 5.05 10.605 25.82 -0.002 0.004 -0.012
O 20.527 3.607 10.463 0.006 -0.014 -0.008
O -10.843 17.513 24.031 -0.002 -0.001 -0.006
O 2.731 2.61 11.508 0.013 0.011 0.001
O 8.385 -0.079 11.323 0.038 0.005 0.012
O 18.571 7.374 20.646 -0.019 -0.003 0
O 17.148 30.429 17.918 -0.003 0.011 0.008
O 14.936 3.791 18.805 0.026 0.046 0.003
O 23.963 5.686 24.988 -0.018 0.007 0.009
O 18.258 21.744 14.802 0.001 -0.005 0.011
O 13.837 6.332 15.735 -0.01 0.002 0.002
O 12.856 4.801 10.867 0.019 -0.031 0.001
O 13.626 7.451 26.223 0.006 -0.004 0.012
O 16.485 8.255 19.564 -0.004 0 0.004
O -10.568 8.193 22.36 0.001 0.003 -0.001
O 22.173 -1.42 12.909 0 0.011 -0.028
O -6.955 6.119 20.414 -0.002 0.01 0.002
O 6.281 12.734 16.144 0.029 -0.014 0
O 15.985 2.489 22.908 0.025 0.019 0.019
O -6.698 0.215 14.796 0.009 0.011 -0.003
O 25.169 33.714 25.466 -0.011 -0.011 0.015
O 9.638 9.186 20.589 0.002 -0.003 0.002
O 18.499 4.45 14.18 0.011 0.005 0.013
O 10.811 -7.068 26.268 -0.012 0.023 0.02
O -5.332 26.869 12.752 -0.001 -0.026 -0.02
O 19.393 0.006 19.252 0.007 -0.011 0.012
O -3.614 10.023 10.509 -0.009 0.017 0.057
O 5.094 5.302 26.631 0 0.006 0.001
O -15.757 13.752 16.176 -0.021 0.011 -0.025
O 28.477 23.281 12.865 -0.025 0.008 -0.005
O 30.385 9.13 17.606 0.001 -0.014 0.025
O 5.924 24.372 23.399 0.001 -0.007 -0.003
O 25.228 10.734 25.542 0.041 -0.043 -0.027
O 26.351 8.948 12.812 0.015 0.018 -0.006
O 10.545 3.558 10.433 0.01 -0.012 0.017
O 9.322 6.835 13.111 -0.009 0.009 -0.006
O 25.344 7.166 22.334 0.003 0.004 -0.001
O 1.863 2.888 15.975 -0.003 -0.009 0.002
O 7.819 3.67 9.996 0.033 -0.018 0.026
O 18.471 11.301 21.362 0 -0.003 0.002
O 31.499 12.987 25.564 0.001 0.008 0.015
O 17.469 13.448 13.047 -0.007 0.028 0.003
O 20.969 -1.727 20.708 0 0 -0.003
O 1.702 -6.693 11.989 -0.035 0.001 0.044
O -4.796 -10.561 14.993 -0.007 -0.002 0
O -9.768 15.525 26.765 -0.011 0.011 -0.01
O 12.46 12.682 22.394 -0.02 0.005 0.002
O 19.133 32.287 15.517 -0.003 -0.005 -0.001
O 21.154 7.586 19.858 -0.016 -0.013 0.022
O 13.099 17.827 27.309 -0.002 0.014 -0.008
O -2.628 10.704 17.212 -0.012 -0.004 0.015
O 22.698 20.042 22.659 0.004 -0.001 -0.01
O -7.181 17.679 22.603 -0.007 0.002 -0.016
O -3.067 19.762 23.921 0.004 -0.002 -0.008
O 11.558 22.893 28.504 0.066 0.003 -0.039
O 16.746 24.171 23.452 0.002 0.001 0.007
O 21.213 15.012 15.156 0.026 0.008 -0.019
O 1.013 7.129 15.804 -0.006 -0.004 0.001
O 10.214 23.279 18.278 -0.008 -0.01 0.011
O 27.517 -4.091 21.807 0 0.013 -0.022
O 11.303 15.936 26.372 0.013 0.039 0.037
O 2.378 23.3 11.394 -0.052 -0.007 0.001
O -17.568 15.13 14.561 -0.024 0.016 -0.006
O 34.709 13.458 14.973 0.012 0.005 0.016
O 18.243 -10.572 24.531 0.011 -0.013 -0.001
O -4.08 14.09 24.416 0.04 -0.005 -0.018
O 33.928 -10.424 18.318 -0.002 0.012 0.002
O 20.904 9.532 14.284 0.021 0.003 0.001
O -5.475 13.415 22.242 -0.021 -0.008 -0.022
O -1.728 12.573 14.26 0.002 -0.011 -0.003
O 14.244 -1.111 24.075 0.001 -0.001 -0.005
O 16.337 7.603 22.151 0 -0.001 -0.003
O 22.591 16.267 24.575 -0.007 0.026 -0.012
O 9.366 -2.445 9.613 0.012 0 0.009
O 11.183 6.622 16.425 0.006 -0.007 -0.009
O 1.608 -3.92 9.454 0.063 0.009 -0.027
O 3.662 23.037 19.035 0.003 0.001 0.006
O 11.669 3.565 12.867 0.007 -0.006 -0.001
O -8.746 32.816 17.388 0.011 -0.004 0.005
O 6.365 14.035 12.634 0.003 -0.007 -0.014
O 26.308 13.325 10.36 -0.008 -0.005 0.007
O 16.85 7.166 24.681 -0.007 0.023 -0.002
O 6.691 9.218 24.228 -0.008 -0.011 -0.015
O 17.353 0.096 17.595 0.017 0.006 0.014
O 18.955 24.049 13.838 0.011 -0.01 0.007
O 19.705 10.425 16.425 0.002 -0.005 -0.001
O 14.536 -4.33 23.984 0 -0.002 -0.005
O 0.4 10.35 25.787 0.002 -0.014 -0.002
O 23.119 -3.575 18.79 0.023 0.015 0.004
O 11.913 15.277 22.165 0.007 0.036 -0.017
O 25.262 3.441 24.236 -0.007 0.04 -0.039
O 7.674 -2.082 15.339 0.003 0.001 0.005
O 20.863 14.161 24.644 -0.024 -0.002 -0.014
O 6.615 -6.284 13.212 0.02 0.04 -0.034
O 15.849 17.502 14.862 -0.019 0.016 -0.003
O 28.241 4.499 24.753 0.001 0.017 -0.021
O 27.367 6.717 13.894 -0.011 0.007 -0.011
O 7.815 -0.751 21.644 -0.002 0.004 -0.004

Results
free energy: -253252.798 eV
free energy less fixed offsets of O -568.88, Si -635.61 eV per atom: 13.702 eV

The program warned: the cutoff lies below the one the program advises for these potential files; the forces do not sum to zero within the program's tolerance; the exchange-correlation potential is rough where the density is thin.
